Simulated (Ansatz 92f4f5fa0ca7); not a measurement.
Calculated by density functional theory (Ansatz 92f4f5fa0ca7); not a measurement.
Periodic cell of 237 atoms, Si134O103, from a study of silicon, its oxide and their interface. The atomic structure is a simulated model.

Settings: functional r2SCAN; potential files Ansatz norm-conserving; basis plane waves; wave-function cutoff 1300 eV; density cutoff ratio 4; exchange-correlation grid ratio 1; k mesh 2 x 2 x 1, shifted by 0.5 0.5 0.5 of a step; self-consistency stop 5e-08 eV per atom in the density residual; occupations Fermi-Dirac, 0.05 eV; spin none; net charge 0.

Cell vectors (angstrom)
a	11.5403	0	0
b	0	15.3871	0
c	-4.2265	-5.627	22.5898

Atoms: element, x, y, z (angstrom)
Si	1.5463	-1.0203	0.32
Si	1.3227	3.8528	-0.6478
Si	2.7736	7.4844	-0.1386
Si	1.9811	11.9844	0.0897
Si	3.2721	-0.3343	1.8285
Si	5.5632	3.0816	0.9095
Si	5.208	6.4001	-1.3593
Si	5.757	11.3167	1.2114
Si	9.0848	-0.7468	-3.1423
Si	7.4318	1.1545	-4.7517
Si	6.2821	7.7353	0.9068
Si	10.9299	10.2431	-0.591
Si	6.43	1.19	-0.1264
Si	3.187	3.5407	1.3231
Si	3.9257	7.5021	1.8456
Si	3.4471	11.2946	1.8278
Si	5.7471	-0.1525	1.6723
Si	6.4324	4.6242	-0.5205
Si	7.5178	5.7065	1.2341
Si	7.2455	9.6859	1.8602
Si	10.8326	-0.5749	1.4347
Si	10.7281	3.129	0.7104
Si	9.8478	5.3067	1.1124
Si	9.4922	10.6041	1.8221
Si	2.939	1.715	2.9311
Si	3.164	5.4549	2.8226
Si	3.126	9.3249	3.0637
Si	2.9535	13.1557	3.1466
Si	6.6249	1.5926	3.1514
Si	6.8996	6.0625	3.4806
Si	6.8322	8.4865	3.772
Si	6.5034	13.1939	2.6243
Si	10.7091	1.544	2.6673
Si	10.5711	6.2617	3.1513
Si	10.531	8.78	3.1592
Si	10.3689	12.8388	2.7534
Si	0.9461	1.6328	4.1824
Si	1.0998	5.6028	4.183
Si	1.0657	9.261	4.2708
Si	0.8249	12.9867	4.1563
Si	4.7798	1.6741	4.52
Si	4.8691	5.3912	4.4548
Si	4.8369	9.304	4.6749
Si	4.9064	13.2241	4.3916
Si	8.7321	1.6346	4.284
Si	8.868	5.5321	4.6975
Si	8.8369	8.9969	4.7833
Si	8.4796	13.2089	4.1267
Si	0.8933	-0.4233	5.4669
Si	0.9051	3.5973	5.4896
Si	1.0875	7.4207	5.7236
Si	1.062	11.1843	5.6566
Si	4.7952	-0.2836	5.7996
Si	4.9791	3.5677	5.9293
Si	4.7141	7.2714	5.8727
Si	4.9205	11.3997	5.8315
Si	8.5869	-0.2705	5.6945
Si	8.839	3.4953	5.9415
Si	8.7183	7.1905	6.299
Si	8.6708	11.2052	5.4359
Si	2.7676	-0.2703	6.9599
Si	2.82	3.6049	6.8511
Si	2.8447	7.4912	7.2423
Si	2.9447	11.4543	7.1445
Si	6.631	-0.1401	7.2513
Si	6.9052	3.6616	7.4232
Si	6.5285	7.1668	7.3236
Si	6.9422	11.2058	6.9573
Si	10.6224	-0.4177	6.9726
Si	10.8648	3.4253	7.2859
Si	10.8384	7.205	7.3116
Si	10.5871	11.0931	6.8395
Si	2.4292	1.6968	8.1476
Si	4.2416	4.6779	9.8405
Si	3.172	9.5507	8.4516
Si	2.7094	13.4175	8.5509
Si	6.3959	1.7634	8.6799
Si	6.3254	5.5218	8.9997
Si	6.2102	9.2963	8.0365
Si	8.0834	12.2318	8.7582
Si	11.5555	1.344	8.407
Si	11.767	5.3264	8.482
Si	10.1746	9.2329	8.2527
Si	10.3184	12.9338	8.2117
Si	11.1556	-0.2399	10.2772
Si	10.5964	6.4088	10.8223
Si	10.8424	8.7764	10.4851
Si	0.6594	13.0693	9.6008
Si	4.1991	2.3248	9.6314
Si	2.5798	5.4196	8.3246
Si	1.924	10.1761	10.3219
Si	4.475	13.6356	10.286
Si	7.9418	-0.007	10.4858
Si	7.707	6.5975	10.6571
Si	8.0558	9.4283	9.323
Si	6.6189	13.9235	9.2351
Si	10.4712	-0.057	15.1793
Si	8.4551	-3.1535	19.3853
Si	6.6382	8.0674	15.6568
Si	0.869	0.793	12.9897
Si	7.7714	0.127	13.6497
Si	3.0965	3.1217	18.7461
Si	3.46	-1.6884	19.3072
Si	7.224	1.6141	21.9787
Si	7.6129	4.6708	19.0383
Si	7.5679	-7.6226	18.4996
Si	8.3824	6.9274	13.5879
Si	2.4354	10.8858	14.813
Si	9.2783	9.9313	12.9347
Si	4.5396	6.0808	15.5433
Si	9.6912	-2.5691	16.7359
Si	3.9823	11.1259	12.2685
Si	6.8045	-2.1713	15.4635
Si	11.0928	6.229	13.0561
Si	4.2764	4.5819	13.0275
Si	5.6934	3.5737	17.012
Si	0.6864	3.9748	16.842
Si	5.7582	2.1869	14.2247
Si	4.5661	-4.752	22.1663
Si	1.6117	0.5527	19.0068
Si	1.6668	6.7189	16.4565
Si	1.3292	3.6737	13.8153
Si	6.2575	-1.3604	18.3378
Si	3.8855	0.6683	12.2919
Si	11.1259	10.7165	15.2688
Si	10.2257	4.4482	20.6489
Si	6.5104	-4.7404	13.779
Si	9.3909	9.5652	19.8573
Si	10.588	1.6396	17.6285
Si	1.6775	4.8333	20.6279
Si	1.0354	8.2435	14.8708
Si	8.2678	0.524	19.5516
Si	2.3075	7.5087	19.2748
Si	0.9592	10.031	19.766
O	7.471	1.6825	20.3628
O	9.5935	10.7925	0.1431
O	0.5934	11.1184	0.0447
O	5.2482	-5.9561	23.059
O	3.1618	-1.727	20.904
O	5.4483	-3.3803	22.3249
O	6.0744	0.5376	22.3325
O	5.867	7.7895	-0.7291
O	6.5077	3.0746	2.3306
O	4.8043	9.5513	8.8932
O	9.5169	-0.3514	10.1992
O	7.5265	1.4948	9.9397
O	12.4484	8.9431	10.6486
O	11.6821	5.3881	10.1394
O	9.1321	5.8892	10.2935
O	1.7664	-0.2774	-1.1528
O	8.4396	10.6468	19.0924
O	8.6076	1.2131	22.751
O	1.6609	2.5881	-1.6599
O	2.5295	8.9606	-0.8147
O	0.2267	4.177	20.2285
O	10.058	1.1474	16.181
O	5.5947	1.192	-1.5665
O	3.8767	7.7254	19.6332
O	5.955	11.0878	-0.4616
O	1.8421	6.0331	19.583
O	8.9597	0.3311	-1.9588
O	4.8786	-0.9263	19.0487
O	0.798	2.4105	12.9616
O	7.3139	-0.1157	18.3875
O	10.1854	10.7855	13.9664
O	11.025	8.7032	-0.1117
O	2.2022	-0.9185	18.6158
O	0.3287	0.1968	14.4044
O	10.0681	9.7977	11.5304
O	7.2769	1.6425	13.9872
O	10.4153	11.3923	16.5493
O	3.9217	1.8962	11.2292
O	3.1749	-4.2614	16.2367
O	5.6306	2.4202	15.851
O	2.9847	10.0978	11.5526
O	4.5117	5.9169	13.9312
O	4.3825	12.2663	11.198
O	10.6076	-1.4033	16.0824
O	7.643	-0.1398	12.0718
O	7.5235	6.4473	12.2857
O	7.0928	3.6464	17.8633
O	7.909	8.2439	10.486
O	5.3263	-5.0322	12.7287
O	0.9475	11.5368	14.9224
O	7.4883	6.159	18.4025
O	11.4784	0.2844	11.7804
O	11.4395	9.1669	15.6406
O	1.7308	10.5022	18.4063
O	9.6846	5.9849	13.8934
O	9.3101	-0.1353	14.0635
O	2.9129	1.5226	18.8373
O	1.9798	3.6926	17.7442
O	2.3875	0.2969	12.7777
O	3.2579	11.6533	13.6437
O	4.4595	-0.6058	11.4783
O	7.8539	2.5035	-3.9844
O	5.9502	-1.7839	16.791
O	9.513	1.2417	18.7782
O	7.8811	10.7673	12.9225
O	1.2842	5.0201	-1.8846
O	6.1672	-3.404	14.6404
O	2.2647	9.2818	14.4832
O	3.5723	6.4599	-1.1689
O	0.9972	3.3672	15.3691
O	4.7241	1.0644	13.641
O	1.0768	11.6075	10.3602
O	6.5904	-5.9532	14.8312
O	8.9609	8.4308	13.4512
O	8.5846	0.0311	-4.4905
O	9.0021	8.1483	19.1518
O	6.353	-6.9815	19.3645
O	5.4825	4.9788	16.25
O	0.4975	5.5987	16.7739
O	8.2856	-2.6044	15.9412
O	6.834	-0.8985	14.4799
O	7.3905	6.8741	14.8584
O	2.9131	3.8553	13.5454
O	4.1952	5.0566	11.4832
O	0.4445	0.8663	17.9185
O	10.9075	10.0131	19.5313
O	3.0388	5.8947	16.1159
O	4.5641	3.362	18.1371
O	10.9112	3.2333	17.4627
O	2.0002	7.722	17.6963
O	0.552	4.9965	13.3539
O	5.5045	3.5599	13.3874
O	9.4466	-2.3622	18.3347
O	5.1262	7.5433	15.9456
O	0.3525	7.5951	13.5317
O	8.1162	11.0044	9.9223
O	10.9008	10.3099	-2.214
O	6.9462	-2.601	19.1428
O	7.4555	8.3797	17.0088
O	10.1057	5.943	21.2875
O	2.9082	3.8428	20.1958
O	1.4153	8.526	20.1485
O	9.1563	4.326	19.4187

Results
free energy: -63572.158 eV
free energy less fixed offsets of O -463.61, Si -117.95 eV per atom: -15.028 eV
pressure: -1.61 GPa
stress xx, yy, zz, yz, xz, xy (GPa, positive in tension): 2.2, 1.08, 1.55, -0.04, 0.01, 0.34

Forces (eV/angstrom), in the order of the atoms: element, x, y, z
Si	0.3016	0.5293	-0.5999
Si	0.6085	-0.394	-0.4195
Si	0.2256	0.0674	-0.0371
Si	0.4139	-0.6133	-0.319
Si	0.2168	0.1938	-0.0786
Si	0.0393	0.3926	0.3915
Si	0.0019	0.2016	-0.9346
Si	0.0526	-0.2018	-0.5281
Si	0.0801	-0.3643	-0.6468
Si	0.1603	-0.1123	-0.4028
Si	0.645	0.3203	-0.3583
Si	-0.0952	0.0718	-0.5558
Si	-0.5537	-0.6962	-0.2834
Si	-0.0467	0.1983	0.0669
Si	0.2089	-0.1046	-0.2019
Si	-0.2044	0.1857	-0.2601
Si	0.3228	-0.244	-0.172
Si	0.1135	-0.3916	0.2463
Si	-0.1974	0.5474	0.2298
Si	-0.2722	-0.2138	0.0203
Si	-0.5241	0.0136	-0.1959
Si	-0.6509	-0.3494	-0.2368
Si	-0.1884	0.6917	-0.1707
Si	-0.1241	-0.1681	-0.5528
Si	-0.2117	0.0895	0.1432
Si	0.0007	-0.1659	0.2561
Si	0.0449	0.0129	0.1675
Si	0.0405	-0.1369	0.2843
Si	-0.1639	0.3947	-0.1456
Si	0.1036	-0.4044	-0.0522
Si	-0.0186	0.1207	-0.2608
Si	-0.0088	0.2374	0.0485
Si	0.1435	-0.0064	0.298
Si	0.267	0.0853	0.0161
Si	0.08	-0.1095	0.0571
Si	0.1257	0.0895	0.2771
Si	0.0983	-0.1016	0.0479
Si	-0.0862	-0.0028	-0.1756
Si	-0.012	-0.0509	0.0224
Si	0.1127	0.0135	-0.0086
Si	0.0293	0.2058	0.2744
Si	-0.0204	0.034	0.0598
Si	0.1603	0.0239	0.4
Si	-0.2509	-0.1734	0.059
Si	-0.01	0.0202	-0.1595
Si	-0.3431	0.0667	-0.2785
Si	-0.0451	-0.0847	0.0158
Si	0.0159	-0.1588	-0.1262
Si	-0.0579	0.048	-0.0189
Si	0.2811	-0.0605	-0.1367
Si	-0.1759	0.0065	0.0047
Si	0.0176	0.0681	-0.0684
Si	0.0115	-0.1213	-0.0279
Si	-0.1234	-0.0607	-0.2159
Si	-0.3294	0.0431	-0.0997
Si	-0.0982	0.1322	-0.1171
Si	-0.0345	-0.149	0.2704
Si	0.0273	0.0669	-0.0745
Si	0.3039	-0.0642	0.0639
Si	0.0935	-0.1301	-0.0138
Si	0.0736	-0.1303	-0.341
Si	0.2754	0.2082	-0.1253
Si	0.2565	-0.1621	0.2714
Si	0.0061	0.1503	-0.4366
Si	0.0188	0.0407	-0.2031
Si	-0.3265	0.2008	0.1099
Si	0.1286	-0.1563	-0.3695
Si	-0.0035	-0.0558	-0.2011
Si	0.1091	0.0536	-0.189
Si	0.0385	-0.0095	0.1409
Si	-0.1955	-0.1448	-0.1949
Si	-0.1268	0.1537	-0.0243
Si	-0.1667	0.0021	-0.0268
Si	-0.091	0.6067	0.7652
Si	0.6559	-0.0543	-0.2112
Si	0.3233	-0.0027	-0.1709
Si	0.7884	-0.2772	0.4419
Si	0.0421	-0.013	-0.3675
Si	0.1158	0.2636	0.5233
Si	-0.4531	-0.4315	0.8201
Si	-0.0271	-0.1345	0.0921
Si	0.1086	-0.1766	-0.087
Si	0.268	0.2177	0.6266
Si	0.0688	-0.291	-0.5182
Si	-0.231	1.0953	0.4883
Si	0.2857	0.3896	0.2171
Si	-0.1296	0.3836	-0.435
Si	-0.0323	-0.7759	0.0842
Si	-0.2527	-0.6493	0.6479
Si	-0.1161	0.0438	-0.2084
Si	-0.3169	-0.2376	0.8374
Si	0.0345	-0.4829	0.8282
Si	-0.2781	-0.0234	0.1236
Si	0.0779	0.3849	0.3411
Si	-0.2727	0.1886	0.5602
Si	0.1249	0.2122	0.1371
Si	0.0144	0.0675	0.2004
Si	-0.0617	0.1055	-0.5973
Si	-0.0768	0.1609	0.2885
Si	-0.1554	0.0552	0.372
Si	0.0581	0.0761	0.3925
Si	0.2815	0.1232	-0.2067
Si	0.1084	0.1983	-0.4934
Si	-0.2372	0.0651	-0.3621
Si	-0.1023	0.0953	-0.6875
Si	0.051	-0.0624	-0.4244
Si	-0.2249	-0.1942	0.6368
Si	0.0336	0.3087	0.1721
Si	-0.2191	0.2345	0.2777
Si	0.2117	0.1006	0.3272
Si	-0.0273	0.0854	-0.0655
Si	0.3341	0.0646	0.6515
Si	-0.059	-0.1237	0.1134
Si	0.1659	-0.1666	0.9675
Si	0.1132	-0.0473	0.5094
Si	0.1663	-0.0396	-0.0888
Si	-0.0884	0.0002	0.0137
Si	0.2776	0.0816	0.4021
Si	0.5626	-0.2906	-0.6711
Si	0.0235	0.1594	-0.8597
Si	0.207	-0.273	0.2573
Si	-0.1071	-0.1204	0.1422
Si	0.0942	-0.018	-0.4337
Si	0.0038	0.0945	0.4038
Si	-0.0127	0.1533	0.2565
Si	-0.179	0.0167	-0.44
Si	-0.0749	0.0569	0.3066
Si	-0.1465	-0.3014	-0.648
Si	-0.0433	0.0276	-0.3297
Si	0.1738	0.016	-0.0087
Si	-0.2773	0.4542	-0.1748
Si	0.0357	-0.0546	-0.7596
Si	0.212	-0.0538	-0.1474
Si	-0.0787	-0.1623	-0.3569
O	-0.0086	-0.0858	0.5554
O	0.32	-0.0967	0.5297
O	-0.0047	0.0826	-0.0053
O	0.2718	0.2244	0.1289
O	-0.0724	0.1659	0.2564
O	0.3594	0.1511	0.2551
O	0.4158	-0.0756	0.29
O	-0.3844	-0.4927	0.4019
O	-0.5506	-0.4744	-0.5337
O	-0.547	-0.087	-0.3022
O	-0.1716	0.0779	0.2146
O	-0.4302	0.0968	-0.5117
O	0.2042	0.3268	0.1476
O	-0.6268	0.2857	-0.1538
O	0.1748	0.0807	0.0777
O	-0.1888	-0.2763	0.2441
O	0.1703	0.1236	0.3944
O	-0.0213	0.1423	-0.1418
O	-0.3069	0.2396	0.1292
O	0.0102	-0.424	-0.0268
O	-0.0386	0.0635	0.3067
O	0.1376	-0.127	0.0397
O	0.2824	0.111	0.2049
O	-0.2251	0.2677	0.0199
O	-0.1759	0.1127	0.3527
O	-0.0228	0.0573	0.1404
O	-0.1985	0.2818	0.5662
O	-0.2084	-0.2147	0.166
O	0.1161	-0.1206	0.0792
O	0.0803	-0.0675	0.4835
O	-0.0138	-0.3475	-0.1636
O	0.1025	0.0123	-0.1253
O	0.0922	-0.0642	0.4168
O	-0.0273	0.1443	-0.3051
O	0.1377	-0.2607	0.1242
O	-0.1834	-0.2356	-0.2208
O	0.0352	0.0357	-0.2399
O	0.213	0.1929	-0.2974
O	-0.1611	-0.1318	0.0449
O	-0.0344	0.163	-0.2735
O	-0.2531	0.1306	-0.3268
O	-0.1117	-0.216	-0.0719
O	-0.0827	0.3735	-0.3093
O	-0.2553	0.0185	-0.0465
O	0.0678	0.113	-0.2431
O	0.1436	0.0049	-0.3758
O	-0.0587	0.2268	0.3
O	0.0078	-0.4462	-0.0756
O	-0.2074	0.1675	-0.1458
O	0.0342	-0.4748	-0.0249
O	0.0276	-0.0628	0.3028
O	0.0705	-0.1457	-0.0561
O	0.3718	-0.0101	-0.4365
O	-0.026	-0.0427	0.3874
O	0.129	0.3792	-0.4986
O	-0.1468	0.0281	0.0054
O	-0.3023	0.0138	0.231
O	-0.036	-0.0889	0.1382
O	0.1484	0.1454	-0.1837
O	-0.0045	-0.2771	-0.3569
O	-0.0903	-0.1539	-0.534
O	-0.0614	0.11	0.2943
O	0.2323	0.0394	0.2431
O	-0.1134	-0.1486	0.3236
O	0.1355	-0.2666	-0.0681
O	-0.1206	-0.289	0.5614
O	0.1778	-0.0882	-0.1892
O	-0.2983	0.002	0.1104
O	-0.0038	0.4086	0.4174
O	0.0687	0.2335	-0.0864
O	-0.1353	-0.0237	-0.4864
O	0.0446	0.1731	-0.1455
O	0.0506	0.0378	-0.2625
O	0.0599	0.0088	-0.2466
O	-0.1001	0.0449	0.4571
O	-0.0888	0.2777	0.3013
O	-0.1248	0.1115	0.1398
O	-0.2048	0.0054	-0.0917
O	0.3739	-0.0264	-0.1578
O	0.0334	0.1093	0.106
O	0.2176	0.1075	-0.1483
O	0.1536	0.1602	-0.3393
O	0.0216	0.0447	-0.1194
O	0.0744	-0.4675	-0.5652
O	0.0621	0.1112	0.2787
O	0.1203	0.0398	0.2905
O	-0.2325	0.209	-0.1269
O	-0.2321	0.0306	0.0764
O	0.2453	-0.1733	0.0406
O	-0.0451	-0.1962	0.0558
O	-0.0552	0.1094	0.0034
O	-0.2113	0.0105	-0.1341
O	-0.1898	-0.2265	0.1248
O	0.0219	-0.2326	-0.1657
O	-0.1568	-0.283	0.0159
O	0.307	-0.2269	-0.5961
O	0.1775	-0.0591	0.5093
O	0.0946	0.0673	0.1388
O	-0.1182	-0.1837	0.1211
O	-0.307	0.0884	0.1767
O	-0.2784	-0.0367	0.0436
O	0.0958	0.1815	-0.0498
O	0.1183	0.0475	0.5289
